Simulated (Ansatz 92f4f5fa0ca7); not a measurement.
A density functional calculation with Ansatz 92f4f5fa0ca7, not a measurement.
Periodic cell of 297 atoms, Si195O102, from a study of silicon, its oxide and their interface. The atomic structure is a simulated model.
Doubt: the cutoff is far below the 930 eV that the study's wrapper takes by default for these files, so forces and energies are approximate.

Settings: functional PBE; potential files Ansatz PAW; basis plane waves; wave-function cutoff 580 eV; density cutoff ratio 5; exchange-correlation grid ratio 1; k mesh 1 x 1 x 1, Gamma-centred; self-consistency stop 5e-08 eV per atom in the density residual; occupations fixed; spin none; net charge 0.

Cell vectors (angstrom)
a  11.6015  0  0
b  0  10.938  0
c  0  0  41.5809

Atoms: element, x, y, z (angstrom)
Si  0  0  0.9665
Si  3.8672  0  0.9665
Si  7.7343  0  0.9665
Si  1.9336  1.3673  0.9665
Si  5.8008  1.3673  0.9665
Si  9.6679  1.3673  0.9665
Si  0  5.469  0.9665
Si  3.8672  5.469  0.9665
Si  7.7343  5.469  0.9665
Si  1.9336  6.8362  0.9665
Si  5.8008  6.8362  0.9665
Si  9.6679  6.8362  0.9665
Si  1.9336  2.7345  40.6138
Si  5.8008  2.7345  40.6138
Si  9.6679  2.7345  40.6138
Si  0  4.1018  40.6138
Si  3.8672  4.1018  40.6138
Si  7.7343  4.1018  40.6138
Si  1.9336  8.2035  40.6138
Si  5.8008  8.2035  40.6138
Si  9.6679  8.2035  40.6138
Si  0  9.5708  40.6138
Si  3.8672  9.5708  40.6138
Si  7.7343  9.5708  40.6138
Si  0  0  4.8337
Si  3.8672  0  4.8337
Si  7.7343  0  4.8337
Si  1.9336  1.3673  4.8337
Si  5.8008  1.3673  4.8337
Si  9.6679  1.3673  4.8337
Si  0  5.469  4.8337
Si  3.8672  5.469  4.8337
Si  7.7343  5.469  4.8337
Si  1.9336  6.8362  4.8337
Si  5.8008  6.8362  4.8337
Si  9.6679  6.8362  4.8337
Si  1.9336  2.7345  2.9001
Si  5.8008  2.7345  2.9001
Si  9.6679  2.7345  2.9001
Si  0  4.1018  2.9001
Si  3.8672  4.1018  2.9001
Si  7.7343  4.1018  2.9001
Si  1.9336  8.2035  2.9001
Si  5.8008  8.2035  2.9001
Si  9.6679  8.2035  2.9001
Si  0  9.5708  2.9001
Si  3.8672  9.5708  2.9001
Si  7.7343  9.5708  2.9001
Si  -1.6316  1.1477  31.1147
Si  3.9586  -0.3104  30.8568
Si  8.0754  -0.1324  30.7284
Si  0.2595  -0.1556  30.9825
Si  5.4283  1.4932  30.8318
Si  13.7373  1.1974  30.9577
Si  -1.5081  6.8979  30.8527
Si  3.0168  6.0581  29.6899
Si  5.853  6.6526  30.2413
Si  2.24  6.003  31.7869
Si  7.9022  4.7552  30.6919
Si  11.7059  5.1968  31.0732
Si  1.8569  2.5968  32.9253
Si  5.4768  2.8087  32.8147
Si  9.5566  2.5112  32.9961
Si  -0.1395  3.8728  32.9744
Si  3.5284  4.2586  32.9679
Si  7.6028  3.8229  32.8248
Si  2.0643  7.9927  33.0357
Si  5.8545  8.1005  33.0001
Si  9.8187  8.246  32.7883
Si  0.2109  9.4322  32.909
Si  3.933  9.4358  32.9114
Si  7.7852  9.4905  32.7271
Si  0.046  -0.0973  34.8186
Si  3.8623  -0.055  34.8059
Si  7.6667  -0.0727  34.7028
Si  1.9363  1.2848  34.8593
Si  5.7266  1.3762  34.7292
Si  9.6501  1.1821  34.8807
Si  0.0037  5.4041  34.8072
Si  3.8538  5.4429  34.9562
Si  7.7502  5.3716  34.6841
Si  1.9354  6.7737  35.0061
Si  5.8351  6.7461  34.902
Si  9.6836  6.7827  34.6859
Si  1.9391  2.7153  36.7492
Si  5.8251  2.6968  36.7172
Si  9.6677  2.6799  36.7351
Si  -0.0097  4.0645  36.7506
Si  3.8899  4.0403  36.8094
Si  7.7576  4.0804  36.6978
Si  1.9024  8.2214  36.8224
Si  5.798  8.1805  36.7721
Si  9.6248  8.1518  36.6766
Si  -0.043  9.5278  36.7683
Si  3.8612  9.5392  36.7536
Si  7.6984  9.5598  36.7088
Si  0  0  38.6802
Si  3.8672  0  38.6802
Si  7.7343  0  38.6802
Si  1.9336  1.3673  38.6802
Si  5.8008  1.3673  38.6802
Si  9.6679  1.3673  38.6802
Si  0  5.469  38.6802
Si  3.8672  5.469  38.6802
Si  7.7343  5.469  38.6802
Si  1.9336  6.8362  38.6802
Si  5.8008  6.8362  38.6802
Si  9.6679  6.8362  38.6802
Si  1.9555  2.7472  6.782
Si  5.8084  2.7441  6.7368
Si  9.636  2.7293  6.7793
Si  -0.0153  4.0408  6.6827
Si  3.8856  4.0975  6.7618
Si  7.7386  4.1269  6.8023
Si  1.9673  8.3023  6.7053
Si  5.8106  8.2918  6.7299
Si  9.6758  8.2741  6.7672
Si  0.0034  9.6556  6.7939
Si  3.8814  9.6701  6.8224
Si  7.7632  9.6383  6.8196
Si  -0.022  0.2137  8.677
Si  3.8271  0.0689  8.8463
Si  7.7656  0.06  8.8075
Si  1.9306  1.518  8.8128
Si  5.8417  1.3987  8.6647
Si  9.6339  1.581  8.8607
Si  -0.0026  5.5653  8.4226
Si  3.922  5.4743  8.6879
Si  7.75  5.5676  8.7225
Si  1.9719  6.8095  8.4855
Si  5.8206  6.8653  8.5771
Si  9.6904  6.9152  8.6898
Si  1.9085  3.0711  10.6636
Si  5.9774  2.7796  10.5582
Si  9.6846  3.2526  10.6866
Si  0.0857  4.5335  10.4678
Si  4.022  4.0496  10.6122
Si  7.6905  4.5458  10.8531
Si  1.837  7.9914  10.4611
Si  5.6626  8.2154  10.4532
Si  8.5696  8.6433  12.2014
Si  0.1816  9.5993  10.3827
Si  3.7022  9.3809  10.6338
Si  7.1621  10.0224  10.902
Si  0.1488  -0.2733  12.4286
Si  4.1225  -0.9967  12.8899
Si  7.3464  1.6179  14.081
Si  1.3956  2.3823  12.8564
Si  6.1735  0.9946  12.1454
Si  10.0427  2.1642  12.7165
Si  0.341  6.5404  11.6989
Si  4.1738  5.5884  13.4463
Si  10.2468  7.9457  10.7679
Si  1.1129  6.3046  13.8853
Si  5.4255  7.3719  12.6525
Si  7.5715  6.4865  12.6836
O  2.9199  9.7726  13.9692
O  6.4791  2.7051  14.9342
O  -1.7834  6.4684  18.5004
O  13.0258  11.7013  12.5875
O  4.7387  11.4659  12.9022
O  16.892  8.8679  13.4098
O  7.5381  8.5168  15.5804
O  4.9907  4.9096  14.7047
O  -3.431  6.1815  14.2242
O  7.426  11.1502  14.9318
O  0.1649  5.3353  14.8044
O  10.3322  11.5066  12.4028
O  11.7358  10.0865  29.4719
O  10.2848  1.9905  29.7254
O  6.4402  5.146  30.049
O  6.8595  7.7635  29.6837
O  3.9887  9.739  29.4304
O  3.1967  4.4552  29.4959
O  6.9858  1.0788  30.4958
O  -2.8319  4.0855  29.4797
O  8.1483  9.9444  29.3164
O  1.9753  6.7032  28.5967
O  17.2313  6.9407  31.8219
O  10.2184  7.3368  29.2668
Si  7.034  5.1258  17.8774
Si  2.4661  2.8384  15.7443
Si  1.4211  11.1006  17.1327
Si  7.3415  8.7633  28.518
Si  11.8304  9.5652  21.4748
Si  1.5137  2.2792  24.7208
Si  5.7078  6.2612  20.5746
Si  1.53  9.2774  14.6457
Si  1.4684  5.8652  23.1167
Si  2.514  7.0066  27.0748
Si  5.3926  3.6548  15.6907
Si  2.5872  10.5374  26.0672
Si  2.5253  10.4601  19.9488
Si  9.2633  2.8846  21.9055
Si  7.8972  5.4478  22.6265
Si  2.0729  2.2078  21.5926
Si  10.2227  3.4562  29.0489
Si  9.8368  7.8141  23.0101
Si  4.773  9.1178  21.3603
Si  3.4975  2.9631  28.9694
Si  9.9429  7.682  27.6883
Si  8.2459  7.0305  15.6278
Si  -0.9224  7.3095  17.4007
Si  4.4179  9.4501  27.8613
Si  3.5951  4.1145  26.1413
Si  9.4532  0.3386  20.4331
Si  11.6367  10.2577  27.8499
Si  10.5016  1.9607  26.4364
Si  4.0499  4.2638  22.1439
Si  11.6251  4.2469  21.0701
Si  10.2269  10.3059  17.6518
Si  9.886  15.7679  18.4403
Si  8.1031  1.4865  24.4508
Si  8.3761  9.8358  15.0863
Si  7.5962  -0.9371  22.6661
Si  11.9965  5.0339  16.4001
Si  11.5282  6.8024  25.3931
Si  6.1787  3.9351  24.4279
Si  2.3171  8.9571  23.4001
O  9.2604  -0.1492  18.8804
O  6.8194  6.3073  21.7683
O  10.6965  4.3038  17.0984
O  8.3514  15.2208  18.3904
O  1.1896  3.2002  20.6501
O  3.6738  9.0221  22.5377
O  2.1239  11.6997  20.9098
O  1.4935  9.7892  16.1741
O  4.0489  2.8321  16.0789
O  -0.1162  11.3353  17.6267
O  3.6658  8.1533  27.1977
O  5.3211  3.8807  23.0582
O  1.455  2.1412  23.1
O  7.4845  0.0456  23.9799
O  6.1133  -1.3304  22.1358
O  3.9996  10.692  26.8794
O  2.4259  10.8639  18.382
O  3.5753  2.8133  21.5975
O  5.1364  4.2671  25.6215
O  0.5008  6.499  17.1722
O  0.6492  5.6088  21.7185
O  9.101  1.4629  25.7439
O  10.729  7.8332  24.3878
O  2.2138  0.9803  25.3574
O  0.4906  5.563  24.4336
O  10.4689  6.5131  26.6414
O  1.0651  9.8716  22.8584
O  10.6988  3.5684  22.2149
O  10.278  3.2523  27.4319
O  3.5854  3.0336  27.3598
O  8.5127  8.7495  23.1696
O  1.8307  1.4695  16.2948
O  1.5117  10.1034  27.2071
O  2.4947  3.5259  25.097
O  11.5985  2.4104  25.3097
O  8.9924  1.9617  23.1911
O  4.5277  5.1884  20.901
O  8.3361  7.9644  27.504
O  11.4499  2.7803  13.3244
O  6.0392  9.313  27.7249
O  7.465  6.2402  16.7869
O  3.1767  5.6318  26.5205
O  2.6959  9.4205  24.8937
O  1.735  4.1062  16.4934
O  -0.896  4.4372  19.7649
O  2.87  5.0345  22.9812
O  1.8485  7.4167  23.2842
O  12.9971  9.2958  20.3266
O  9.2845  6.2974  22.7445
O  8.2807  -0.301  21.3403
O  -2.3012  1.9635  20.5519
O  5.9981  4.1325  17.1224
O  10.6984  9.0609  27.2936
O  -1.7727  7.2644  15.9935
O  10.8399  19.7543  17.956
O  4.094  10.0897  20.2283
O  11.038  0.7334  27.3469
O  8.1497  4.0678  21.7756
O  6.8739  2.505  24.7629
O  10.9228  10.8425  21.0125
O  6.3382  5.8796  19.1326
O  5.0568  7.7447  20.5375
O  10.7889  8.3226  21.7631
O  1.2572  7.4183  26.1299
O  7.3355  5.077  24.1365
O  9.4829  10.2776  16.2069
O  14.1977  5.6424  13.7937
O  9.0197  -1.5831  13.6468
O  1.3823  7.6844  14.679
O  0.2382  9.7911  13.8024
O  4.4713  6.7671  29.4176
O  4.9196  2.4184  29.5598
O  2.3337  2.8343  14.1083
O  -2.9706  6.1676  31.0956
O  2.2601  12.9524  29.4895
O  15.9453  4.6831  12.1031
O  -0.1289  15.3108  29.6147
O  8.8444  2.2737  13.834

Results
free energy: -181968.829 eV
free energy less fixed offsets of O -568.88, Si -635.61 eV per atom: 0.881 eV

Forces (eV/angstrom), in the order of the atoms: element, x, y, z
Si  -0.0052  0.0305  0.0124
Si  -0.0003  0.0659  0.0177
Si  0.0072  0.0832  0.019
Si  -0.0014  -0.0485  0.0011
Si  -0.003  -0.0236  -0.0237
Si  0.002  -0.0415  -0.0001
Si  0.0169  -0.0028  -0.0103
Si  -0.0137  0.0199  0.0181
Si  -0.0062  0.0936  0.0026
Si  0.0038  0.0393  -0.0107
Si  -0.0082  -0.0025  -0.0034
Si  0.0099  -0.0836  -0.0148
Si  -0.0012  0.0364  0.0118
Si  -0.0055  0.0528  -0.0149
Si  -0.012  0.0362  0.0003
Si  -0.0226  0.0006  0.002
Si  -0.0002  0.0219  0.0304
Si  -0.002  -0.0917  -0.0136
Si  -0.0087  -0.0752  0.0628
Si  0.0139  -0.0154  0.026
Si  0.0002  0.0923  0.0015
Si  0.0094  -0.0333  -0.0241
Si  0.0019  -0.0633  -0.0126
Si  -0.0007  -0.0983  -0.0458
Si  -0.0125  0.1664  -0.1323
Si  0.0371  0.2619  0.0716
Si  0.0287  0.193  0.106
Si  0.0631  -0.0497  0.1197
Si  0.0441  -0.019  -0.2546
Si  -0.1115  -0.1186  0.0576
Si  -0.0354  0.0165  -0.2724
Si  0.0202  0.094  0.1059
Si  -0.015  0.1059  0.2106
Si  0.019  0.2384  -0.1077
Si  0.012  0.244  -0.0411
Si  0.0288  0.1169  0.2108
Si  -0.0089  0.0878  0.0584
Si  0.0074  0.0189  0.032
Si  0.0198  0.0914  0.072
Si  0.0139  0.08  -0.0987
Si  0.0104  -0.0188  -0.0376
Si  -0.0118  -0.083  -0.0277
Si  -0.0107  -0.0854  -0.0577
Si  0.0032  -0.0367  -0.05
Si  0.0041  0.0606  -0.0077
Si  0.015  -0.0321  0.0075
Si  0.0115  -0.109  0.052
Si  -0.0238  -0.1189  0.0543
Si  -0.0033  0.0054  0.0006
Si  -0.0517  0.0199  0.0652
Si  0.0035  0.015  0.0164
Si  0.0066  0.0233  0.0392
Si  0.0213  -0.0269  0.0198
Si  0.0101  -0.0254  0.0574
Si  -0.054  -0.0924  0.059
Si  0.0637  -0.0444  -0.0771
Si  -0.035  -0.1334  0.0289
Si  -0.0115  0.0017  -0.0046
Si  0.0277  0.0298  -0.0216
Si  -0.0172  0.0481  0.0421
Si  0.0204  -0.011  -0.0236
Si  0.028  -0.0053  -0.0406
Si  -0.012  -0.0171  -0.0339
Si  0.0114  0.0199  -0.0192
Si  -0.0252  0.0133  0.0093
Si  0.0131  0.0049  -0.0306
Si  0.0041  0.008  -0.007
Si  0.012  0.0433  -0.0181
Si  -0.0021  0.0128  -0.0039
Si  -0.0194  0.0033  -0.0341
Si  0.0265  -0.0029  -0.0381
Si  -0.0258  -0.047  0.0052
Si  -0.0161  -0.0043  0.0197
Si  -0.0005  -0.0076  -0.003
Si  0.0125  0.0237  0.0401
Si  -0.0062  0.0111  0.0133
Si  0.0035  -0.0101  0.0212
Si  0.004  0.0173  0.0248
Si  0.003  -0.0101  0.0101
Si  -0.0016  -0.0248  -0.004
Si  -0.0012  -0.0066  0.03
Si  -0.0051  0.012  -0.0001
Si  0.0023  0.0365  0.0061
Si  -0.0022  0.0069  0.0233
Si  -0.013  -0.0074  0.015
Si  0.0079  -0.0101  0.0116
Si  0.0076  -0.0135  0.0027
Si  -0.0029  0.0109  0.0189
Si  0.0058  -0.0006  0.0005
Si  -0.0049  0.0203  0.0129
Si  0.0052  0.01  0.0002
Si  -0.0024  -0.0121  0.0011
Si  -0.0015  -0.0077  0.0198
Si  -0.0031  0.0096  0.0044
Si  -0.0024  0.0029  0.0155
Si  0.01  0.0073  -0.0001
Si  -0.1321  0.0027  -0.0073
Si  0.025  0.023  -0.0654
Si  0.0093  -0.0496  -0.1878
Si  -0.0173  -0.1475  0.0125
Si  0.0968  -0.1142  -0.0962
Si  0.0008  -0.1125  0.1502
Si  -0.0157  -0.089  -0.085
Si  0.0414  -0.0329  0.1974
Si  0.0453  -0.118  -0.2628
Si  0.0005  -0.1623  0.3624
Si  -0.0123  -0.1371  0.2156
Si  -0.0947  -0.0392  -0.2478
Si  -0.0017  -0.0133  -0.0096
Si  0.0041  -0.0017  0.0161
Si  0.0057  -0.0102  0.0021
Si  -0.0055  0.023  -0.0064
Si  0.0039  0.0242  -0.0031
Si  -0.0035  0.0195  -0.0096
Si  -0.0035  -0.0171  -0.0073
Si  -0.0007  -0.008  -0.0161
Si  0.0164  -0.0095  -0.0028
Si  0.0016  0.001  0.0051
Si  -0.0043  0.0132  0.0082
Si  -0.0175  -0.0009  -0.0002
Si  -0.013  -0.0175  0.0037
Si  -0.0078  -0.0003  -0.0306
Si  0.0219  0.0138  -0.0001
Si  0.001  -0.033  -0.0077
Si  -0.0202  0.0185  -0.014
Si  -0.0049  -0.0331  -0.001
Si  0.0038  -0.0175  -0.0163
Si  0.0039  0.0076  -0.023
Si  0.0008  -0.0191  -0.0067
Si  0.0108  -0.0221  0.0023
Si  -0.0142  0.0017  -0.0253
Si  -0.0065  -0.0175  -0.0222
Si  0.0168  0.0335  0.0238
Si  0.0243  -0.0092  0.0189
Si  -0.0236  0.0206  -0.0035
Si  -0.0009  -0.0394  -0.0069
Si  -0.0458  -0.0068  -0.0815
Si  -0.001  -0.0149  0.0153
Si  -0.0119  -0.025  -0.0098
Si  -0.0016  -0.0012  0.0458
Si  -0.1185  -0.0397  -0.0148
Si  0.0234  0.0156  0.0031
Si  0.0162  0.0373  0.0238
Si  -0.0232  -0.0105  0.0068
Si  0.0239  0.1302  -0.0615
Si  -0.0202  -0.0243  -0.0455
Si  -0.0302  -0.0051  0.0159
Si  -0.0522  -0.0366  -0.0307
Si  0.0521  0.0204  0.0009
Si  0.0336  -0.0387  0.0129
Si  -0.0034  0.0262  -0.0228
Si  0.2348  -0.0085  -0.0257
Si  -0.0369  -0.0519  0.0417
Si  -0.2607  -0.1002  -0.1154
Si  0.0776  -0.02  0.005
Si  0.0577  -0.0124  -0.0748
O  0.0101  0.0284  0.0131
O  -0.0212  0.0148  0.0121
O  -0.0002  0  -0.0059
O  0.0153  0.0117  -0.0005
O  -0.0361  0.0223  0.0377
O  -0.007  0.0193  -0.0084
O  0.0203  -0.0174  0.0055
O  0.0118  -0.0213  0.0354
O  0.0037  0.0016  0.0167
O  0.0281  -0.0146  -0.024
O  -0.0541  -0.0174  0.0217
O  -0.0476  0.0646  0.0489
O  -0.0067  -0.0081  -0.0678
O  0.0063  0.0767  0.0056
O  0.051  -0.0917  -0.0082
O  0.0761  0.1192  0.0853
O  0.0133  -0.0173  -0.0684
O  0.0309  -0.0466  -0.0406
O  -0.0457  0.0367  -0.0114
O  0.0872  -0.0219  -0.021
O  0.0443  0.062  -0.031
O  -0.0163  0.0124  0.002
O  -0.0529  -0.0659  0.081
O  0.0042  0.0119  -0.0461
Si  -0.0212  0.0116  0.0014
Si  0.0286  -0.0081  -0.0042
Si  0.0106  -0.0466  -0.0113
Si  0.0021  0.0553  -0.0732
Si  -0.019  -0.0015  -0.0016
Si  0.0037  0.0155  -0.0187
Si  -0.0161  0.0201  0.0139
Si  0.148  0.277  0.0313
Si  0.0207  -0.0047  -0.0179
Si  0.0249  -0.0179  -0.005
Si  0.0257  0.0277  -0.0442
Si  -0.0032  -0.0083  -0.0273
Si  0.0112  0.0234  -0.0028
Si  0.0032  0.0075  -0.012
Si  0.0109  0.0111  -0.0136
Si  0.0169  -0.0284  -0.0248
Si  -0.0629  -0.0075  0.059
Si  -0.0185  -0.0108  -0.0199
Si  0.0279  -0.0174  0.0008
Si  -0.0061  0.055  0.0205
Si  -0.0222  -0.0176  0.0117
Si  -0.0256  0.0206  -0.0075
Si  0.0024  0.0094  -0.0123
Si  0.0537  -0.0315  0.0591
Si  0.0223  -0.0237  0.0028
Si  -0.0027  0  0.0183
Si  -0.0296  0.003  0.0271
Si  -0.0092  0.0124  0.0046
Si  -0.0021  -0.0033  -0.0008
Si  -0.0046  -0.008  0.0069
Si  -0.0322  0.0089  -0.0118
Si  0.0014  -0.0195  0.0366
Si  -0.0074  -0.0028  -0.0204
Si  -0.0157  0.0391  0.0166
Si  -0.019  -0.0099  -0.0113
Si  -0.0105  -0.0193  -0.0415
Si  -0.0215  -0.0063  -0.0217
Si  0.0036  0.0003  -0.0232
Si  0.0183  -0.0062  -0.0305
O  0.0138  -0.0051  -0.0114
O  -0.0029  -0.0066  -0.0121
O  -0.0037  0.0007  0.0113
O  0.0072  -0.0042  -0.0032
O  -0.0176  0.0159  0.0136
O  -0.0246  -0.0117  0.0064
O  0.0101  0.0065  -0.0165
O  -0.0053  0.0727  0.1152
O  -0.0197  -0.006  0.0085
O  0.0267  0.0002  -0.0129
O  -0.0189  -0.0122  -0.0018
O  0.0054  0.004  0.0138
O  0.0018  0.002  0.0149
O  0.0065  0.0113  0.0072
O  -0.0074  -0.0051  -0.0032
O  -0.0092  0.0139  -0.0212
O  -0.0107  -0.0023  0.0308
O  -0.0196  0.003  0.0031
O  -0.0226  -0.0023  0.012
O  0.0074  0.0064  0.0105
O  -0.0047  -0.0193  -0.0042
O  0.0014  0.0008  0.0067
O  0.0124  -0.0047  0.0134
O  -0.003  0.0025  0.0014
O  -0.0015  -0.003  0.0094
O  0.0176  0.0015  -0.0183
O  0.0168  -0.0097  0.0061
O  0.0139  0.0072  -0.0196
O  -0.0042  -0.0248  -0.0146
O  -0.0048  0.0238  0.0323
O  0.0112  -0.0085  -0.0007
O  0.0052  -0.0022  0.0038
O  0.0098  0.0051  -0.0125
O  -0.0072  -0.0109  0.0159
O  0.0117  -0.0017  -0.0032
O  -0.007  -0.0054  0.012
O  0.0099  0.0101  -0.004
O  0.0333  -0.0253  -0.0818
O  -0.0231  -0.0099  -0.0118
O  -0.0415  0.0133  -0.032
O  0.0065  -0.0133  0.0046
O  -0.0066  0.0171  0.0053
O  0.0003  0.0001  0.002
O  0.0039  -0.0119  -0.001
O  -0.0032  0.0035  -0.0133
O  -0.0066  0.0022  -0.0017
O  -0.0014  0.0254  0.0127
O  0.0019  0.0062  -0.0043
O  0.0072  0.0103  0.0091
O  0.0121  0.0013  0.002
O  0.0037  0.0026  0.0042
O  0.0023  0.0052  0.0056
O  0.0162  0.0156  -0.0077
O  0.0112  -0.0026  0.0088
O  0.0077  -0.0231  -0.001
O  -0.0278  0.0046  -0.0097
O  0.01  -0.014  -0.0169
O  0.0037  -0.0085  0.0056
O  0.0018  -0.0019  0.0059
O  -0.0007  -0.0005  -0.0076
O  0.0043  -0.0098  -0.0088
O  -0.0001  0.0056  0.0164
O  0.0045  0.0001  0.0105
O  0.0076  0.0046  0.0207
O  -0.0064  -0.0081  0.0072
O  0.0003  -0.0123  0.0084
O  0.0426  -0.1656  0.0073
O  0.0102  0.0197  0.0446
O  0.1072  -0.0342  0.2259
O  -0.2054  -0.0504  -0.0433
O  -0.1161  -0.0307  -0.0194
O  -0.0472  0.0166  -0.0308
O  0.011  0.0362  -0.0033
O  0.0474  -0.0079  -0.0209
O  0.0572  0.0356  -0.0337
O  0.0076  0.0076  0.0354
O  -0.0581  -0.0397  -0.0463
O  0.0059  -0.0215  -0.0401

The program warned: the cutoff lies below the one the program advises for these potential files; the exchange-correlation potential is rough where the density is thin.
